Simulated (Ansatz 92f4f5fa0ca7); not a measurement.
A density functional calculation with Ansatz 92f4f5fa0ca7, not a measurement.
Periodic cell of 268 atoms, Si148O120, from a study of silicon, its oxide and their interface. The atomic structure is a simulated model.
This geometry differs little from another in the collection (a relaxation step or a small displacement).

Settings: functional r2SCAN; potential files Ansatz PAW; basis plane waves; wave-function cutoff 800 eV; density cutoff ratio 5; exchange-correlation grid ratio 1; k mesh 1 x 1 x 1, shifted by 0.5 0.5 0 of a step; self-consistency stop 1e-10 eV per atom in the density residual; occupations fixed; spin none; net charge 0.

Cell vectors (angstrom)
a	10.88	0	0
b	0	10.88	0
c	0	0	37.5246

Atoms: element, x, y, z (angstrom)
Si	-0.4501	0.2568	-0.1356
Si	2.9196	2.4333	0.1076
Si	-0.4096	5.7791	0.1538
Si	2.7295	7.8631	-0.177
Si	5.1397	0.2395	0.0875
Si	8.2986	2.592	-0.2511
Si	5.107	5.7679	-0.2159
Si	8.1927	8.1168	0.0642
Si	1.2127	1.3179	1.2294
Si	4.0619	4.1457	1.2093
Si	1.296	6.8188	1.3384
Si	3.906	9.4705	1.1896
Si	6.7605	1.4685	1.2214
Si	9.3864	4.0607	1.2567
Si	6.599	6.879	1.2427
Si	9.3879	9.6519	1.3421
Si	-0.0746	2.7398	2.6048
Si	2.581	-0.0449	2.5928
Si	-0.0551	8.2544	2.6261
Si	2.67	5.4293	2.628
Si	5.4239	2.8165	2.6016
Si	8.0374	0.1036	2.6666
Si	5.3007	8.2184	2.6313
Si	8.0082	5.464	2.5726
Si	1.3089	4.0731	3.9649
Si	4.0241	1.371	3.8759
Si	1.3014	9.5245	4.0365
Si	4.0127	6.806	3.9885
Si	6.751	4.1188	4.0131
Si	9.4635	1.3993	3.9956
Si	6.7053	9.5648	3.9722
Si	9.4501	6.821	3.8987
Si	-0.0548	0.0226	5.343
Si	2.6911	2.7106	5.2902
Si	-0.0466	5.467	5.29
Si	2.6788	8.1574	5.3641
Si	5.3706	0.0445	5.3175
Si	8.1254	2.7571	5.3563
Si	5.3968	5.4669	5.3476
Si	8.121	8.1885	5.28
Si	1.3522	1.3493	6.6622
Si	4.056	4.0646	6.6698
Si	1.3338	6.7776	6.6983
Si	4.0649	9.526	6.6889
Si	6.7692	1.3711	6.6923
Si	9.5187	4.098	6.6829
Si	6.8027	6.821	6.6563
Si	9.4929	9.5115	6.6821
Si	0.0196	2.7148	8.01
Si	2.7035	-0.003	8.033
Si	0.0011	8.1605	8.0449
Si	2.7331	5.4227	8.0478
Si	5.4166	2.727	8.0521
Si	8.1486	-0.0033	8.0391
Si	5.4712	8.1703	8.0201
Si	8.1678	5.4698	8.0184
Si	1.4089	4.0122	9.3826
Si	4.0733	1.3264	9.3997
Si	1.4009	9.493	9.4075
Si	4.1503	6.7894	9.3783
Si	6.8058	4.1138	9.3629
Si	9.558	1.3452	9.3688
Si	6.8243	9.4983	9.411
Si	9.552	6.781	9.3974
Si	0.049	-0.0168	10.75
Si	2.7501	2.6666	10.7998
Si	0.0747	5.3901	10.6909
Si	2.8387	8.157	10.7445
Si	5.4296	-0.0443	10.7463
Si	8.1829	2.7416	10.6581
Si	5.5039	5.4594	10.7942
Si	8.2119	8.1408	10.7652
Si	1.411	1.2747	12.1782
Si	4.156	4.0389	12.1061
Si	1.5293	6.6942	11.9881
Si	4.1712	9.4743	12.2265
Si	6.8161	1.3732	11.9627
Si	9.5731	4.0499	12.021
Si	6.8991	6.8086	12.1858
Si	9.6043	9.4812	12.0974
Si	-0.0068	2.669	13.4105
Si	2.7724	-0.0473	13.6289
Si	0.2096	8.0698	13.2859
Si	2.8506	5.3815	13.4851
Si	5.5371	2.6997	13.4289
Si	8.1673	0.031	13.2886
Si	5.6206	8.1443	13.6573
Si	8.3247	5.4375	13.4576
Si	1.1925	4.2024	14.6641
Si	4.3926	1.1897	14.8291
Si	1.7584	9.0218	14.7811
Si	4.0794	6.8594	14.9007
Si	7.1594	3.8496	14.69
Si	9.2441	1.5446	14.6828
Si	6.7129	9.9303	14.8331
Si	10.0266	6.5422	14.6759
Si	-1.7544	0.7212	19.6588
Si	7.8261	17.759	18.8614
Si	-4.5677	4.799	19.9453
Si	1.7825	9.8532	21.2128
Si	8.775	10.5697	17.0102
Si	-0.182	-2.5497	16.98
Si	-0.9991	6.276	29.2485
Si	0.5132	10.4835	23.9399
Si	-2.454	7.5652	26.8132
Si	12.1155	1.396	19.3222
Si	11.0732	7.4085	21.4867
Si	5.9337	16.469	17.0683
Si	7.9009	13.6667	21.5315
Si	-4.3758	14.3543	23.9532
Si	2.6537	2.5786	16.9964
Si	6.9693	8.8749	23.2787
Si	1.5068	7.6527	24.2378
Si	10.7636	6.0498	18.9245
Si	2.0869	15.0056	19.3005
Si	3.6738	15.0641	24.3966
Si	3.832	5.4171	21.4918
Si	3.9678	19.1805	22.5744
Si	12.0697	13.1843	25.1366
Si	9.2972	3.5718	24.0568
Si	7.8537	16.928	24.3538
Si	1.6335	11.4971	27.704
Si	1.9604	13.1785	30.1178
Si	8.7103	14.3251	28.8876
Si	8.6329	-1.8999	20.8046
Si	5.9506	10.3948	32.5564
Si	13.6841	17.1623	26.328
Si	9.99	6.2048	34.9792
Si	0.4952	8.9393	35.2879
Si	6.5066	9.4611	35.3202
Si	3.2503	19.7747	27.8685
Si	19.3761	10.6242	31.0206
Si	9.4118	11.4631	28.0386
Si	4.4361	19.1288	33.6651
Si	-7.7992	15.8317	29.1118
Si	-2.1373	10.0665	25.3532
Si	1.9424	9.3455	32.7376
Si	3.2121	11.9505	32.5306
Si	3.4447	5.3123	33.0823
Si	1.8587	18.2976	30.1686
Si	7.2308	4.7207	35.144
Si	-4.77	18.8542	28.6486
Si	2.4341	3.057	34.6804
Si	-4.7731	15.7269	29.2218
Si	0.536	15.3566	33.0159
Si	6.3584	5.3177	32.2191
Si	7.8423	7.7122	31.1203
Si	9.9632	13.1625	31.2437
O	0.9621	3.4624	-3.3423
O	-1.4915	1.4239	-0.6789
O	2.286	3.0002	-1.264
O	-7.3835	4.2234	-3.2439
O	-0.3357	5.7298	-3.9883
O	-0.029	5.4174	-1.4052
O	-4.1389	19.177	-7.4334
O	1.8245	8.3687	-1.461
O	4.0295	1.3389	-0.3894
O	5.8304	-0.3119	-1.2676
O	6.8342	4.5106	-3.9606
O	4.7378	5.1328	-5.387
O	5.9376	5.2685	-1.5491
O	3.8631	6.7622	-0.6717
O	9.3245	6.9424	-0.058
O	0.0775	6.1328	20.5292
O	0.171	5.3674	15.2105
O	3.8968	1.8983	16.2231
O	1.8197	0.0765	20.0463
O	2.9506	7.99	15.2243
O	0.9567	9.1623	16.1915
O	3.1013	3.6906	18.0968
O	1.1987	8.4277	20.7258
O	4.6253	6.2309	16.3308
O	12.6136	3.3245	15.9115
O	6.5784	4.5694	16.0147
O	9.6185	0.669	16.0157
O	5.4941	10.9408	15.2523
O	7.5805	9.8021	16.2219
O	5.7167	4.7159	18.4293
O	9.7249	7.4471	16.0086
O	-0.3742	1.4653	19.3044
O	5.3709	8.7582	23.2007
O	-3.2114	18.3219	23.5747
O	-1.2948	7.9897	21.6308
O	5.1433	4.6208	21.0153
O	1.8035	1.4474	17.7976
O	0.7497	10.3384	22.3599
O	3.2735	9.5529	21.7938
O	8.2173	12.3044	20.7721
O	8.1924	13.5705	15.2078
O	-1.0925	-1.4017	17.6223
O	-1.6915	3.1757	22.4672
O	1.3501	11.7989	24.3272
O	1.4577	6.5798	25.4535
O	5.0063	3.2383	24.5207
O	8.1008	8.3641	19.4004
O	8.2565	11.4048	18.2995
O	2.7178	16.0548	20.342
O	17.8412	6.2659	20.0813
O	3.051	7.8502	23.8185
O	11.3158	7.3491	18.1103
O	19.5051	0.0644	26.7102
O	1.724	13.6276	20.0842
O	6.6243	13.5762	22.5324
O	9.1954	19.4604	25.8208
O	7.5087	14.6667	20.3196
O	0.7067	7.0499	22.9698
O	-3.9372	6.8017	17.4956
O	4.1066	7.0086	21.6001
O	-1.3396	-0.6624	20.3581
O	7.884	13.925	24.7553
O	7.4523	9.3916	21.8209
O	3.4299	4.7821	22.9143
O	14.2345	7.7463	26.7331
O	7.8233	6.3337	25.9526
O	9.1711	5.9907	18.6132
O	0.7652	15.6249	18.56
O	2.6412	10.2809	27.2504
O	0.4586	-4.1873	29.8026
O	12.321	12.7427	26.674
O	-3.5005	9.9108	24.474
O	0.9756	19.9976	24.6791
O	-1.034	21.5873	24.3507
O	11.2881	12.8218	30.3901
O	19.6651	10.8259	29.4174
O	13.8135	13.1004	31.4189
O	13.236	3.3322	24.7465
O	9.7531	15.5788	28.8847
O	9.2349	16.0892	24.0971
O	6.7055	4.7785	30.7338
O	-1.3773	7.0968	27.9138
O	2.1834	10.7829	32.0441
O	2.3921	12.1012	29.0021
O	7.2224	14.8336	28.4316
O	-4.2467	15.9815	23.8374
O	10.6146	2.9819	24.7945
O	8.706	13.7041	30.3838
O	6.8408	10.2542	33.9333
O	9.4309	11.7186	31.8252
O	3.0149	17.1474	30.0831
O	10.98	10.9951	27.9692
O	-3.7034	19.2301	27.4917
O	5.4151	8.3092	34.9491
O	2.8596	12.5318	34.0019
O	-3.9504	21.7716	31.3753
O	14.7208	27.1793	25.4352
O	2.5284	5.4226	27.6617
O	13.0801	19.4053	29.0458
O	10.424	14.4446	32.1252
O	4.7708	8.8794	28.4747
O	3.7183	17.6923	33.6127
O	9.2422	23.9684	27.9778
O	8.7058	9.0579	31.5228
O	5.2648	8.9023	32.3998
O	-2.4596	5.822	35.1201
O	-2.0446	6.6599	30.4133
O	2.0579	14.6957	29.5995
O	4.5781	15.1863	29.0948
O	0.6905	9.3593	33.7359
O	0.0106	10.2619	36.0858
O	4.7544	11.4841	32.5863
O	-3.1623	8.7532	36.1331
O	3.1821	9.2426	33.7801
O	7.0641	6.8148	32.2726
O	7.7409	3.356	35.9071
O	1.8392	19.0501	31.615
O	10.2454	7.7894	35.1574
O	5.9615	17.2311	28.6128
O	1.9483	5.1016	32.4178

Results
free energy: -163110.362 eV
free energy less fixed offsets of O -570.45, Si -639.56 eV per atom: -1.482 eV

Forces (eV/angstrom), in the order of the atoms: element, x, y, z
Si	-0.0101	0.0006	-0.0097
Si	-0.0031	-0.0063	-0.0165
Si	0.0065	-0.0057	-0.0169
Si	-0.0078	0	-0.007
Si	-0.0029	-0.0011	-0.0016
Si	-0.0035	-0.0035	-0.005
Si	-0.0002	-0.0058	-0.018
Si	-0.0188	0.0127	-0.0024
Si	0.0027	-0.0027	-0.0002
Si	0.0018	0.0013	-0.0013
Si	0.0002	0.0032	-0.0053
Si	0	0.0023	-0.0063
Si	0.0001	-0.0013	-0.0005
Si	-0.0053	-0.0011	-0.0084
Si	-0.0007	0.005	-0.0083
Si	-0.0066	0.0015	-0.0065
Si	-0.0014	-0.0074	-0.0045
Si	-0.0023	-0.0002	-0.0067
Si	0.0007	-0.0012	-0.0021
Si	0.0049	0.0013	-0.0021
Si	0.004	0.0019	-0.0051
Si	0.0083	0.0071	-0.0071
Si	-0.0069	-0.0081	-0.0012
Si	0.002	-0.0043	-0.0012
Si	-0.0008	0.0038	0.0048
Si	-0.002	0.0025	0.0076
Si	0.0022	0.0025	0.0034
Si	0.0037	0.0049	0.0016
Si	0.0005	-0.0009	0.0035
Si	-0.0049	0.0011	0.0017
Si	-0.0004	0	0.0049
Si	0.0014	0.0023	0.0022
Si	-0.0004	-0.0022	0.0016
Si	0.0016	-0.0023	0.0069
Si	-0.0011	-0.0029	0.0051
Si	0.0004	-0.0004	0.0017
Si	-0.0007	0.0007	0.0075
Si	-0.0011	-0.0005	0.0013
Si	0.0016	-0.0006	0.0034
Si	-0.0006	-0.0004	0.0074
Si	0.0006	0.0017	0.0009
Si	0.0001	0.0013	-0.0029
Si	0.0013	0.0017	-0.0032
Si	0	-0.0001	-0.0011
Si	-0.0006	0.0018	-0.003
Si	0.0012	0.0017	-0.0023
Si	-0.0015	0.0016	-0.0001
Si	-0.0016	0.003	-0.0024
Si	-0.0012	-0.0008	0.0011
Si	0.0005	-0.0016	0.0027
Si	-0.0002	-0.0004	0.0017
Si	0.003	-0.0013	0.0014
Si	-0.0012	0.0001	0.0015
Si	0.0015	-0.0001	0.0014
Si	0.0011	0.0006	0.0032
Si	-0.0013	-0.0021	0.0011
Si	0.001	-0.0013	-0.0044
Si	-0.0019	-0.0038	-0.0021
Si	0.0037	0.0001	-0.0014
Si	0.0002	0.007	-0.0032
Si	0.0003	0.0051	-0.0056
Si	-0.0013	0.0005	-0.0064
Si	-0.0046	-0.0005	-0.0012
Si	0.0019	0.002	-0.0053
Si	0.001	0.0008	0.0018
Si	0.0032	0.0023	-0.0044
Si	-0.0044	-0.001	-0.0038
Si	-0.0008	-0.0021	0.003
Si	0.0026	-0.0005	0.0006
Si	0.0038	-0.003	-0.0066
Si	-0.0021	-0.0063	-0.0058
Si	-0.0025	0.0001	0.0014
Si	0.0004	-0.0056	0.002
Si	-0.0034	0.0049	0.0031
Si	0.0145	0.0134	0.0078
Si	-0.0025	-0.0054	0.0166
Si	-0.009	-0.0091	0.0037
Si	0.0028	0.0028	0.0013
Si	-0.0057	0.0111	0.0029
Si	-0.0015	0.002	-0.004
Si	-0.001	-0.0016	0.0046
Si	0.006	0.0016	0.0006
Si	0.0119	-0.0066	0.0043
Si	-0.001	0.0051	0.0027
Si	0.0022	-0.0016	0.0047
Si	-0.008	-0.0014	0.0044
Si	-0.0027	-0.0016	-0.0003
Si	0.0083	0	0.0059
Si	0.0182	-0.0003	0.0002
Si	0.0198	-0.0183	-0.0083
Si	0.0053	-0.046	-0.0197
Si	-0.0289	0.023	-0.0413
Si	-0.0259	0.0064	-0.0103
Si	0.0018	-0.0076	0.0239
Si	-0.0001	0.0192	-0.0051
Si	0.0104	0.015	0.0167
Si	0.0055	0.0049	0.0143
Si	0.0046	-0.0022	0.0159
Si	0.0076	-0.0016	0.0237
Si	-0.0028	-0.0015	0.0088
Si	-0.0039	-0.0029	0.0243
Si	0.011	-0.0035	0.0207
Si	-0.0033	0.0009	-0.0055
Si	-0.0006	-0.0019	0.0083
Si	-0.0043	0.0001	-0.0016
Si	-0.0052	0.0006	0.018
Si	0.0056	0.0025	0.0077
Si	0.0007	0.0197	0.0272
Si	0.0012	0.0032	0.0141
Si	0.0012	0.0004	0.0105
Si	0.0007	-0.0079	0.0275
Si	-0.0017	-0.0041	0.0105
Si	0.0029	0.0005	0.0069
Si	-0.0013	-0.005	0.011
Si	-0.0101	0.0018	0.0193
Si	0.0039	-0.0015	0.0078
Si	-0.0013	-0.0002	0.0124
Si	-0.0004	-0.0011	0.0143
Si	-0.0002	-0.0035	0.0015
Si	-0.0027	0.0005	0.0055
Si	-0.001	-0.0007	0.0067
Si	-0.0031	-0.0026	-0.0043
Si	0	-0.0028	-0.0031
Si	-0.0004	-0.0025	-0.0035
Si	0.0036	-0.0018	0.0155
Si	-0.0044	-0.0034	-0.0123
Si	-0.0012	0.0022	-0.0038
Si	-0.0041	-0.0005	-0.0291
Si	-0.0008	0.0023	-0.0325
Si	0.0049	-0.0061	-0.0301
Si	0.0027	-0.0022	-0.003
Si	-0.0024	-0.0009	-0.0103
Si	-0.0002	-0.0009	-0.0004
Si	-0.0014	0.0009	-0.0189
Si	-0.0016	0.0003	-0.003
Si	0.0001	-0.0048	0.0059
Si	0.0029	0.0016	-0.0121
Si	0.0027	-0.0052	-0.0139
Si	0.0025	0.0043	-0.0205
Si	-0.0002	-0.002	-0.0078
Si	-0.0027	0.0072	-0.0329
Si	0.0011	-0.0018	-0.0031
Si	0.0018	-0.0016	-0.0417
Si	0.0004	0.0002	-0.0093
Si	0.0053	-0.0009	-0.016
Si	-0.0061	0.0032	-0.0139
Si	-0.0004	-0.0015	-0.0096
Si	-0.0034	-0.0041	-0.0108
O	-0.0013	-0.0026	0.0101
O	0.0065	0.0096	-0.0139
O	-0.0006	-0.0012	0.0255
O	0.001	-0.002	0.0112
O	-0.0049	0.0048	0.0149
O	0	-0.0018	0.0245
O	-0.0013	0.0009	0.0053
O	0.0152	-0.0104	0.0261
O	0.0077	0.0079	-0.0044
O	-0.0133	0.0142	0.0221
O	-0.001	0	0.015
O	-0.0024	-0.0011	0.0105
O	-0.0079	0.0039	0.0291
O	-0.0006	0.001	-0.0035
O	0.0007	-0.0024	0.0022
O	-0.0022	-0.0002	-0.0051
O	-0.0147	-0.011	-0.0045
O	-0.0037	0.0109	-0.025
O	0.0032	-0.0007	-0.0087
O	-0.008	0.0222	0.0712
O	-0.0053	0.0169	-0.0221
O	0.0088	-0.0006	-0.0068
O	0.0001	-0.0029	-0.0088
O	0.0011	-0.0051	-0.0204
O	-0.0208	0.014	-0.0094
O	0.023	-0.0295	-0.0019
O	0.0014	0.0046	-0.0161
O	0.0033	-0.0009	0.0337
O	0.006	-0.0066	-0.0158
O	-0.0111	0.0049	-0.0101
O	-0.0013	-0.0003	-0.0134
O	-0.0014	-0.002	-0.0093
O	-0.0013	0.0002	-0.0008
O	0.0015	0.0003	-0.008
O	0.0042	-0.0038	-0.0062
O	-0.0041	-0.0014	-0.0059
O	0.007	-0.0019	-0.0105
O	-0.0004	-0.0016	-0.0065
O	0.0026	0.0011	-0.0078
O	-0.0019	-0.0005	-0.0075
O	0.01	0.0099	-0.0197
O	0.0036	0.0003	-0.0066
O	0.0039	0.0012	-0.0067
O	0.0025	-0.0009	-0.0054
O	-0.0008	-0.006	0.001
O	-0.0009	-0.0011	-0.0043
O	0.0023	-0.0008	-0.0089
O	-0.004	0.0019	-0.0125
O	0.0016	0.0016	-0.0073
O	-0.0026	-0.002	-0.0093
O	0.0002	-0.0001	-0.0065
O	-0.0007	0.0017	-0.0137
O	-0.0026	-0.0008	0.0002
O	-0.002	0.0005	-0.0149
O	-0.0052	0.0009	-0.0074
O	-0.0003	-0.0007	-0.0025
O	0.0004	-0.0003	-0.0125
O	0.0029	-0.0033	-0.0025
O	-0.0067	0.001	-0.0098
O	0.0023	0.0012	-0.0085
O	0.0027	-0.002	-0.003
O	-0.0005	-0.0029	-0.0038
O	-0.0026	0.001	-0.006
O	-0.0028	-0.0026	-0.006
O	0	-0.0016	-0.0024
O	-0.0015	-0.0017	0.0016
O	-0.0031	-0.0005	-0.0117
O	0.0027	-0.0025	-0.0073
O	-0.0009	-0.0013	0
O	-0.0014	-0.0015	0.0051
O	-0.0014	-0.0007	-0.0001
O	-0.0005	0.0024	-0.0036
O	0.0008	-0.0024	-0.0017
O	-0.0018	0.0017	-0.0038
O	-0.0018	-0.0037	0.0049
O	-0.0003	-0.001	0.0004
O	-0.0013	0.0024	0.0019
O	-0.002	-0.0027	-0.0024
O	-0.0002	-0.0026	0.0023
O	0.0038	-0.0009	-0.0045
O	0.0004	-0.0022	0.0051
O	0.0031	-0.0038	0.0035
O	-0.0007	-0.0013	0.0068
O	0.0041	-0.003	0.0006
O	-0.0002	-0.0012	0.0025
O	-0.0034	-0.0001	-0.0047
O	0.0004	-0.0013	-0.0037
O	-0.0025	-0.0021	0.0068
O	0.0018	-0.0022	0.0151
O	0.0006	-0.0008	0.0063
O	0.0011	-0.0014	0.0066
O	0	-0.0031	0.0038
O	-0.0002	0.0015	-0.0012
O	-0.0003	-0.004	0.0146
O	-0.0004	0.0013	0.0132
O	0.0032	0.0001	0.0053
O	0.001	-0.0003	-0.0047
O	-0.0031	-0.0035	0.002
O	-0.0031	0.0012	0.0047
O	-0.0035	0.0011	0.0082
O	-0.0032	0.0005	0.003
O	-0.0037	-0.0032	0.0077
O	0.0009	-0.003	0.0013
O	0.0013	-0.0005	0.0078
O	-0.0001	0.0007	0.0138
O	0.0023	0.0001	0.0142
O	-0.0003	-0.0032	0.0034
O	-0.0016	0.0032	0.0039
O	-0.0003	-0.0035	0.0047
O	-0.0054	-0.0007	0.0174
O	-0.0025	0.0019	0.0285
O	-0.0011	-0.001	0.0063
O	0.0116	-0.0065	0.0132
O	-0.0029	0.0022	0.0114
O	-0.0016	-0.0004	0.0089
O	0.005	-0.0118	0.0251
O	-0.0018	-0.0061	0.0032
O	-0.0015	-0.0021	0.0113
O	-0.0018	-0.0024	0.0024
O	-0.0023	-0.0003	0.0094

The program warned: the cutoff lies below the one the program advises for these potential files; the forces do not sum to zero within the program's tolerance; empty levels may hold ghost states of the PAW files; the exchange-correlation potential is rough where the density is thin.
